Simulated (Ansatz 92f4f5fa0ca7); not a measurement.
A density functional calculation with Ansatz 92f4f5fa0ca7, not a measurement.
Periodic cell of 222 atoms, Si132O88H2, from a study of silicon, its oxide and their interface. The atomic structure is a simulated model.
Doubt: the cutoff is far below the 930 eV that the study's wrapper takes by default for these files, so forces and energies are approximate.
This geometry differs little from another in the collection (a relaxation step or a small displacement).

Settings
functional: PBE
potential files: Ansatz PAW
basis: plane waves
wave-function cutoff: 580 eV
density cutoff ratio: 5
exchange-correlation grid ratio: 1
k mesh: 1 x 1 x 1, Gamma-centred
self-consistency stop: 5e-08 eV per atom in the density residual
occupations: fixed
spin: none
net charge: 0

Cell vectors (angstrom)
a, 10.938, 0, 0
b, 0, 10.938, 0
c, 0, 0, 32.3151

Atoms and the computed forces on them: element, x, y, z (angstrom), force x, y, z (eV/angstrom)
Si, -0.1164, 0.1893, 24.773, 0.0012, 0.001, 0.001
Si, 5.6864, -0.2854, 24.7482, 0.0016, -0.0045, -0.0079
Si, 2.4303, 2.9952, 24.9321, -0.0007, 0.0018, -0.0021
Si, 8.5406, 2.4269, 24.6184, 0.0042, -0.0032, -0.0112
Si, 0.1888, 5.2099, 24.966, 0.0035, -0.007, -0.0108
Si, 5.2946, 5.8288, 24.9002, -0.0006, -0.0013, -0.0003
Si, 2.934, 7.9425, 24.8722, 0.0064, -0.0012, -0.0099
Si, 7.8963, 8.4074, 25.0119, -0.0038, 0.0012, -0.0043
Si, 1.3374, 1.3718, 26.2086, -0.004, 0.0021, 0.0003
Si, 6.8586, 1.3689, 25.9926, 0, -0.0001, 0.0014
Si, 4.1336, 4.1297, 26.1101, -0.0025, 0.0032, -0.0012
Si, 9.5162, 4.0195, 26.1421, 0.0003, 0.0008, 0.0038
Si, 1.3719, 6.8092, 26.2166, -0.0008, -0.001, 0.0035
Si, 6.7785, 6.8863, 26.3542, -0.0028, 0.0026, -0.0003
Si, 4.0754, 9.5862, 26.1268, -0.0005, 0.0004, 0.003
Si, 9.6095, 9.5791, 26.1191, -0.0011, 0.0024, -0.0022
Si, 2.7323, 0.0063, 27.5222, 0.0003, 0, -0.0039
Si, 8.2071, 0.0181, 27.4826, 0.0005, -0.0025, -0.0007
Si, -0.0317, 2.7302, 27.5641, 0.0018, -0.0016, -0.0031
Si, 5.4981, 2.724, 27.455, -0.0013, 0.0013, -0.0014
Si, 2.765, 5.4489, 27.552, 0.0018, -0.0028, -0.0032
Si, 8.2042, 5.4437, 27.5363, -0.0012, -0.0016, -0.0019
Si, -0.0011, 8.2095, 27.524, -0.0005, 0.0009, -0.0016
Si, 5.3971, 8.2664, 27.6042, 0.0031, -0.0001, -0.0037
Si, 4.1018, 1.3673, 28.8968, 0.225, 0.0741, -0.317
Si, 9.5708, 1.3673, 28.8968, -0.2499, -0.1323, 0.1697
Si, 1.3673, 4.1018, 28.8968, -0.0092, -0.0327, 0.0975
Si, 6.8362, 4.1018, 28.8968, -0.0706, -0.2327, -0.1091
Si, 4.1018, 6.8362, 28.8968, -0.2348, 0.0183, 0.4519
Si, 9.5708, 6.8362, 28.8968, 0.0586, -0.0831, -0.0898
Si, 1.3673, 9.5708, 28.8968, 0.0278, 0.0019, -0.0347
Si, 6.8362, 9.5708, 28.8968, 0.0947, 0.3784, 0.0516
Si, 0, 0, 30.2641, -0.0503, -0.0061, -0.0258
Si, 5.469, 0, 30.2641, 0.1209, 0.042, 0.0161
Si, 2.7345, 2.7345, 30.2641, -0.0343, 0.0368, -0.0285
Si, 8.2035, 2.7345, 30.2641, -0.0126, -0.0809, 0.0039
Si, 0, 5.469, 30.2641, 0.0636, 0.0352, 0.0112
Si, 5.469, 5.469, 30.2641, -0.0283, 0.0377, -0.0343
Si, 2.7345, 8.2035, 30.2641, -0.0222, -0.124, 0.0336
Si, 8.2035, 8.2035, 30.2641, -0.0415, 0.0013, -0.048
Si, 1.3673, 1.3673, 31.6313, 0.0131, -0.0375, -0.0118
Si, 6.8362, 1.3673, 31.6313, -0.0354, 0.0552, -0.0099
Si, 4.1018, 4.1018, 31.6313, 0.0163, 0.0029, -0.0118
Si, 9.5708, 4.1018, 31.6313, -0.0396, -0.0112, -0.0376
Si, 1.3673, 6.8362, 31.6313, -0.031, 0.0614, -0.0012
Si, 6.8362, 6.8362, 31.6313, 0.0242, -0.0176, -0.0135
Si, 4.1018, 9.5708, 31.6313, -0.0084, 0.0165, -0.0423
Si, 9.5708, 9.5708, 31.6313, 0.0408, -0.0255, -0.0133
Si, 2.7345, 0, 0.6835, 0.0303, -0.0385, 0.0232
Si, 8.2035, 0, 0.6835, -0.0291, 0.0134, 0.0055
Si, 0, 2.7345, 0.6835, 0.0022, 0.0321, 0.0148
Si, 5.469, 2.7345, 0.6835, 0.0329, -0.0477, 0.0191
Si, 2.7345, 5.469, 0.6835, -0.0122, 0.0229, 0.017
Si, 8.2035, 5.469, 0.6835, 0.0332, 0.0133, 0.0244
Si, 0, 8.2035, 0.6835, -0.0022, -0.0469, 0.0295
Si, 5.469, 8.2035, 0.6835, -0.0322, 0.0116, 0.0137
Si, 4.1018, 1.3673, 2.0507, 0.0179, 0.0837, -0.0207
Si, 9.5708, 1.3673, 2.0507, 0.0022, -0.0451, 0.036
Si, 1.3673, 4.1018, 2.0507, -0.0177, -0.0443, 0.0408
Si, 6.8362, 4.1018, 2.0507, -0.0101, 0.0248, -0.0086
Si, 4.1018, 6.8362, 2.0507, 0.0492, -0.0179, 0.0264
Si, 9.5708, 6.8362, 2.0507, -0.0586, 0.0434, -0.0149
Si, 1.3673, 9.5708, 2.0507, -0.0161, 0.0428, -0.03
Si, 6.8362, 9.5708, 2.0507, 0.0504, -0.0129, 0.0443
Si, 0, 0, 3.418, 0.2403, 0.0088, -0.166
Si, 5.469, 0, 3.418, -0.0791, 0.1488, 0.0769
Si, 2.7345, 2.7345, 3.418, 0.1655, -0.0889, -0.0504
Si, 8.2035, 2.7345, 3.418, -0.0034, 0.1593, 0.018
Si, 0, 5.469, 3.418, -0.0337, -0.0243, 0.1937
Si, 5.469, 5.469, 3.418, -0.1143, -0.013, -0.0801
Si, 2.7345, 8.2035, 3.418, -0.1358, -0.0165, 0.1436
Si, 8.2035, 8.2035, 3.418, 0.1311, -0.178, -0.3291
Si, 1.4029, 1.3476, 4.7857, 0.0007, -0.0007, 0.003
Si, 6.8209, 1.4049, 4.7853, 0.0021, 0.0003, 0.002
Si, 4.0843, 4.115, 4.7954, 0.0014, -0.0022, 0
Si, 9.5776, 4.0908, 4.8131, -0.0006, -0.0005, 0.0017
Si, 1.3734, 6.818, 4.8174, -0.0012, -0.0007, 0.0047
Si, 6.8511, 6.8278, 4.7532, 0.0005, -0.0005, 0.0053
Si, 4.0767, 9.5949, 4.7875, 0.0008, 0.0014, 0.0038
Si, 9.6185, 9.5252, 4.7372, 0.0008, 0.0004, 0.0047
Si, 2.7337, -0.0226, 6.2373, -0.0039, 0.0018, 0.0015
Si, 8.2795, 0.0267, 6.0054, -0.0008, -0.0045, -0.0036
Si, 0.0736, 2.7504, 6.1508, 0.0039, 0.0007, -0.0006
Si, 5.4599, 2.7726, 6.1924, -0.0022, 0.0036, 0.0006
Si, 2.719, 5.4675, 6.226, 0, 0.0015, 0.0018
Si, 8.1862, 5.4549, 6.1712, -0.0015, 0.0042, -0.0005
Si, 0.0075, 8.166, 6.1949, 0.0004, 0.0039, 0.0021
Si, 5.4792, 8.2324, 6.0698, 0.0021, -0.0017, 0.0004
Si, 3.8378, 1.6659, 7.4876, -0.0062, 0.0011, 0.0018
Si, 9.9315, 1.0473, 7.3228, 0.0058, -0.0028, 0.0078
Si, 1.5568, 3.8962, 7.6187, -0.001, -0.0016, -0.0006
Si, 6.5759, 4.3877, 7.5332, -0.0016, 0.0014, 0.0019
Si, 4.3671, 6.6661, 7.4097, -0.0009, -0.0007, -0.0007
Si, 9.2449, 7.11, 7.4646, -0.0002, -0.0011, -0.0036
Si, 1.1735, 9.6819, 7.5787, -0.0006, -0.0018, -0.0067
Si, 7.0817, 9.4475, 7.2779, 0.0031, -0.0063, 0.0002
O, 1.3291, 4.1339, 24.4397, -0.0024, 0.0042, 0.0046
O, 6.8424, 9.525, 24.4135, 0.0018, -0.001, 0.003
O, 2.6957, 2.759, 7.977, 0.0035, -0.0019, -0.0015
O, 8.1346, 8.2818, 7.7358, -0.006, 0.0065, -0.0026
O, 5.4628, 5.5456, 7.9359, 0.0004, 0.0003, -0.0019
O, 0.0354, -0.1012, 7.9346, -0.0025, 0.0025, -0.0027
O, 4.1148, 6.8844, 24.405, -0.003, 0.0017, 0.0033
O, 9.6888, 1.2853, 24.2853, -0.0029, 0.0008, 0.002
O, 1.6973, 8.9675, 8.9987, 0.0026, -0.0013, 0.004
O, 0.9077, 4.3906, 9.0681, 0.001, -0.0006, -0.0025
O, 9.2651, 1.7636, 8.6373, 0.0002, -0.0009, -0.0033
O, 6.6233, 10.1619, 8.6804, 0.0007, -0.0008, -0.0019
O, 4.5144, 1.1805, 8.8913, -0.0002, 0.0009, -0.0019
O, 3.7977, 7.3842, 8.7626, -0.0009, 0.0009, 0.0004
O, 7.1736, 3.845, 8.9619, -0.0003, 0.0001, -0.0022
O, 9.5732, 6.6735, 9.0037, 0.0001, -0.0004, 0.0007
O, 2.9226, 2.2652, 23.5337, -0.0007, 0, 0.0017
O, 5.1031, 0.1564, 23.2743, 0.001, -0.0001, 0.0048
O, 8.144, 2.9681, 23.1063, 0.0006, -0.0016, 0.0068
O, 10.3751, 5.7686, 23.6186, 0.0006, 0.0013, 0.0027
O, 8.3091, 7.4952, 23.7218, 0.0009, 0.0016, 0.0024
O, 2.2679, 8.4791, 23.4649, -0.0007, -0.0005, 0.0027
O, 6.1774, 5.4667, 23.5404, -0.0003, 0.0011, 0.0005
O, 0.6431, 10.5732, 23.4027, -0.0012, -0.0001, -0.0003
Si, 3.0811, 8.4511, 9.7513, 0.0005, 0.0004, -0.002
Si, 7.5407, 3.9188, 10.5505, -0.0012, -0.0005, 0.0008
Si, -1.1899, 3.8452, 15.9234, -0.0003, -0.0007, -0.0005
Si, 3.3986, 2.9479, 22.134, -0.0006, 0.001, 0.0005
Si, 7.036, 0.6484, 19.7707, -0.0003, -0.0002, -0.0005
Si, 12.3028, -5.781, 17.4864, -0.0006, -0.0006, -0.0009
Si, 2.6971, 9.4683, 20.2571, 0.0011, -0.0005, -0.0011
Si, 9.2779, 6.2889, 14.8579, -0.0004, 0.0008, -0.0004
Si, 2.6679, 11.1498, 17.656, -0.0004, 0.0004, -0.0017
Si, -2.1024, 9.8621, 17.8238, 0.0003, 0.0001, -0.0012
Si, 4.7611, 0.3583, 21.698, -0.0003, 0.0004, -0.0011
Si, 9.2791, 12.3376, 10.2191, 0.0004, -0.0009, 0
Si, 4.4744, 11.2811, 10.2755, -0.001, -0.0001, 0.002
Si, 3.3273, 1.7064, 12.8123, 0.0007, 0, -0.0003
Si, 9.1135, 8.4822, 12.9523, -0.0002, 0, 0.0008
Si, 0.9969, 9.1391, 22.6824, -0.0003, -0.0003, 0.0012
Si, -0.1328, 0.8746, 16.4621, -0.0004, -0.0001, -0.0004
Si, -1.1479, 0.2494, 13.888, -0.0003, 0, 0
Si, 0.3288, 13.0311, 12.124, -0.0001, -0.0006, 0.0002
Si, 5.5948, 5.0501, 22.0718, -0.0018, 0.0002, 0.0004
Si, 6.8742, 4.8649, 15.3403, 0, -0.0002, -0.0008
Si, 5.2636, 4.2336, 12.7175, -0.0002, -0.0003, 0.0003
Si, 4.5968, 11.2497, 15.401, 0.0001, 0, -0.0003
Si, 4.1093, 6.6572, 20.0452, -0.0014, -0.0004, 0.0001
Si, 4.4017, 5.0885, 17.3472, -0.0004, -0.0002, -0.001
Si, -0.8161, 7.0133, 17.8742, -0.0003, -0.0001, -0.0015
Si, 4.9798, 12.9676, 17.8137, -0.0006, -0.0002, -0.0015
Si, 3.1128, 6.3034, 12.0547, -0.0005, -0.0011, 0.0004
Si, 7.9218, 3.1107, 21.4882, 0.0004, 0.0002, -0.0013
Si, 9.598, 6.9996, 22.8988, -0.0003, -0.0002, 0.0008
Si, 9.6917, 5.4073, 20.4549, 0.0007, -0.0005, -0.0008
Si, 11.8902, 4.7893, 10.6688, 0.0005, 0.0001, 0.0006
Si, -3.5177, 9.9359, 14.9743, -0.0002, 0.0003, -0.0007
Si, 1.7328, 4.6676, 20.378, -0.0001, 0.0012, -0.0008
Si, 7.068, 10.2439, 10.2591, 0.0013, -0.0007, 0.0009
Si, 9.4311, 6.4761, 10.6093, 0.0005, 0.0005, -0.0005
O, 8.3401, 5.2993, 10.9111, -0.0008, -0.0006, 0
O, 9.9334, -1.0411, 12.8787, -0.0003, -0.0005, -0.0004
O, 19.4068, 13.5677, 10.9305, -0.0002, 0.0008, 0.0003
O, 2.8091, 5.8552, 20.5793, -0.0003, -0.0008, -0.002
O, -2.8605, 4.0153, 16.176, -0.0004, -0.0001, 0
O, -4.7396, 15.0373, 14.0617, -0.0006, -0.0002, -0.0008
O, 0.3263, 5.3091, 20.8395, 0.0006, -0.0002, -0.0015
O, 3.5038, 11.9951, 11.3411, 0.0015, -0.0011, 0
O, -1.0256, 7.367, 13.8408, -0.0008, -0.0005, 0
O, 0.0128, 6.0725, 11.0242, 0.0001, -0.0005, 0.0002
O, 1.6761, 4.2594, 18.8096, -0.0012, 0.0004, 0.0017
O, 7.8765, 1.6513, 20.755, -0.0003, 0.0006, -0.0001
O, 3.9069, 0.7643, 14.0041, -0.0009, 0.0007, -0.0017
O, 2.2764, 10.0387, 18.7801, -0.0003, -0.0006, 0.0011
O, 1.3194, 9.1498, 21.0784, -0.0009, 0.0001, 0.0004
O, 10.8272, 1.2679, 10.7691, -0.0015, 0, -0.0011
O, 9.8705, 0.1489, 17.565, -0.0002, -0.0002, 0
O, 9.7004, 8.5397, 18.2834, -0.0005, 0.0002, -0.0001
O, 4.4469, 1.9356, 21.4156, -0.0002, -0.0006, -0.0009
O, 2.9865, 18.647, 11.2051, 0.0004, 0.0018, -0.0025
O, 6.5648, 3.9983, 21.3019, 0.0005, -0.0001, -0.0011
O, 9.0882, 3.9202, 20.6907, -0.0008, -0.0002, 0.0001
O, 3.7269, 8.2296, 20.0292, -0.0004, 0.0002, -0.0006
O, 0.8181, 6.6899, 17.8352, -0.0005, -0.0001, 0
O, 3.4212, -0.4276, 21.2658, -0.0004, -0.0003, -0.0002
O, 1.3569, 11.9584, 17.0989, -0.0006, -0.0002, 0.0002
O, 1.7033, 12.7149, 12.9367, 0.0009, 0, -0.0008
O, 0.3766, 3.6372, 11.6572, 0, 0.0015, -0.0011
O, 9.9306, 4.7915, 14.5798, -0.0003, 0.0002, 0.0004
O, 2.4836, 16.0819, 11.0733, -0.0004, 0.0005, 0.0001
O, -14.2286, 6.1698, 14.7229, 0.0003, -0.0001, -0.0002
O, 5.9644, 11.2492, 10.9374, -0.0026, 0.0001, -0.0011
O, -2.6722, 11.2629, 14.4996, -0.0004, -0.0001, -0.0003
O, 10.8688, 10.918, 15.096, -0.0006, 0.0004, 0.0001
O, 5.6048, 5.3497, 16.2685, -0.0008, -0.0002, 0.0004
O, 4.5175, 6.2044, 18.5284, -0.0002, 0.0003, -0.0002
O, 13.7837, 5.2012, 16.7045, 0, 0.0002, 0.0006
O, 9.0278, 6.4994, 21.4623, 0, 0.0009, 0.0006
O, 3.4875, 10.5113, 16.3734, -0.0003, 0.0002, 0.0003
O, -0.3434, 8.2579, 22.8067, -0.0013, -0.0011, -0.0009
O, 5.3327, 6.3308, 21.0846, 0.0002, -0.0006, -0.0003
O, 5.8245, -0.7084, 15.0622, -0.0003, -0.0004, -0.0002
O, 2.1126, 3.3179, 21.2043, 0.0003, -0.0005, -0.0006
O, -3.2244, 8.823, 13.7838, 0, -0.0002, -0.0002
O, 2.2703, 6.5834, 13.4255, -0.0015, 0.0086, -0.0074
O, 3.6609, 1.2699, 18.4017, 0, 0.0001, 0.0003
O, 4.1817, 4.3303, 22.4465, 0, 0.0002, -0.0013
O, 5.9694, -0.1297, 20.7273, -0.0007, -0.0001, -0.0002
O, -1.3961, 6.7644, 16.3876, -0.0006, -0.0005, 0
O, 0.0826, 4.4055, 16.8215, 0.0001, -0.0001, -0.0004
O, -0.8565, 1.6846, 13.1801, -0.0003, 0, -0.0003
O, 4.6117, 5.732, 12.4746, -0.0001, -0.0001, 0
O, -1.4831, 5.9464, 18.9313, -0.0003, -0.0006, 0.0008
O, 4.0302, 14.1097, 12.8938, -0.0006, -0.0012, -0.0008
O, 6.3065, 1.5692, 18.631, 0.0001, 0, 0.0003
O, -2.9796, 9.5014, 16.4742, -0.0004, 0, 0
O, 10.0685, 2.2625, 16.002, -0.0001, 0.0002, 0.0003
O, 8.979, 7.8098, 11.4617, -0.0008, 0.0005, -0.0001
O, 15.6435, 3.6179, 17.9785, 0, 0.0003, -0.0002
O, 3.9953, 9.7635, 9.9742, -0.0014, -0.0009, 0.0007
O, 8.544, -0.0351, 10.4672, 0.0003, 0.0011, 0.0002
O, 6.1707, 3.8527, 11.4228, 0.0007, 0.0002, -0.0009
O, 7.9001, -0.5381, 19.0542, -0.0003, 0.0001, -0.0002
O, 5.1555, 12.5643, 16.2264, -0.0002, 0, 0.0004
H, 6.9973, 8.9211, 10.8815, -0.0008, 0.0002, -0.0001
H, 2.585, 6.1424, 14.2294, 0.0014, -0.0086, 0.0067

Results
free energy: -133994.825 eV
free energy less fixed offsets of H -15.97, O -568.88, Si -635.61 eV per atom: -0.925 eV

The program warned: the cutoff lies below the one the program advises for these potential files; the exchange-correlation potential is rough where the density is thin.
